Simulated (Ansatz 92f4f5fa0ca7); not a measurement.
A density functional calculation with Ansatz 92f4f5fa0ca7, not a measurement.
Periodic cell of 198 atoms, Si117O81, from a study of silicon, its oxide and their interface. The atomic structure is a simulated model.

Settings
functional: PBE
potential files: Ansatz PAW
basis: plane waves
wave-function cutoff: 700 eV
density cutoff ratio: 5
exchange-correlation grid ratio: 2
k mesh: 2 x 2 x 1, shifted by 0.5 0.5 0.5 of a step
self-consistency stop: 5e-08 eV per atom in the density residual
occupations: Fermi-Dirac, 0.05 eV
spin: none
net charge: 0

Cell vectors (angstrom)
a  11.5983  0  0
b  0  11.5983  0
c  -3.3973  5.5119  26.6223

Atoms: element, x, y, z (angstrom)
Si  9.7041  9.1258  0.1049
Si  8.5901  1.9684  -0.4942
Si  -2.1799  6.4292  1.1571
Si  2.153  8.7931  0.103
Si  1.5151  2.7425  -0.5185
Si  -0.1145  5.754  1.9664
Si  6.0347  9.2977  0.1795
Si  5.5841  2.1545  -1.1113
Si  5.5804  4.999  -0.8815
Si  0.1859  -2.1051  1.3445
Si  -0.4629  1.8445  1.6889
Si  1.7333  5.758  0.5653
Si  4.0502  9.2241  1.4646
Si  3.92  1.7363  1.3858
Si  3.7885  5.6183  1.6089
Si  7.9284  9.4646  1.5865
Si  8.7178  1.5421  1.7816
Si  8.3684  4.4862  0.668
Si  0.193  -0.1789  2.8115
Si  0.098  3.6932  3.0859
Si  0.2318  7.762  3.0642
Si  4.0021  -0.2969  2.7116
Si  4.0587  3.6142  2.8242
Si  4.1454  7.492  2.9728
Si  7.9788  -0.2958  2.9855
Si  8.036  3.504  2.8504
Si  8.1597  7.5455  2.8788
Si  9.9219  -0.2535  4.3349
Si  9.7899  3.6941  4.4176
Si  9.9022  7.6497  4.447
Si  2.1453  -0.2011  4.1997
Si  2.1679  3.6468  4.2586
Si  2.2166  7.6236  4.3203
Si  5.9446  -0.2213  4.1994
Si  6.0267  3.5627  4.1688
Si  6.1461  7.4388  4.1998
Si  9.884  9.5291  5.823
Si  9.8553  1.697  5.7387
Si  9.8516  5.643  5.7245
Si  2.1266  9.5392  5.6833
Si  2.1613  1.7057  5.6455
Si  2.215  5.6266  5.5448
Si  6.0528  9.4142  5.5715
Si  6.0207  1.6715  5.6585
Si  6.0293  5.522  5.5272
Si  0.2216  9.5901  7.1363
Si  0.2273  1.7107  7.057
Si  0.3191  5.6166  6.8905
Si  4.1167  9.4351  6.9373
Si  4.096  1.7398  7.0602
Si  4.1249  5.6484  6.9366
Si  7.9074  9.47  7.08
Si  7.9381  1.6054  7.1531
Si  7.8445  5.5458  6.995
Si  0.2066  -0.1012  8.5853
Si  0.3232  3.714  8.2835
Si  0.2278  7.5196  8.2536
Si  4.1225  -0.2839  8.3362
Si  4.13  3.7749  8.3819
Si  4.0771  7.562  8.3771
Si  7.9697  -0.3372  8.621
Si  7.8991  3.6407  8.4159
Si  7.8997  7.4781  8.3451
Si  9.9141  -0.6087  10.0185
Si  9.947  4.2572  9.4057
Si  9.9186  6.6879  9.3316
Si  2.2551  -0.2888  9.7526
Si  2.2062  3.7493  9.7566
Si  2.0576  7.5775  9.7176
Si  5.9224  11.4087  9.878
Si  6.0012  3.7839  9.884
Si  6.0184  7.6706  9.7878
Si  11.1019  9.4206  11.5008
Si  9.2958  11.0988  12.9153
Si  10.3887  3.8246  11.6856
Si  1.9457  9.4304  11.253
Si  2.9171  1.6937  10.8204
Si  3.8944  6.3362  12.4116
Si  3.8943  8.7164  12.6837
Si  5.794  9.5407  11.3299
Si  7.9789  4.6743  13.3285
Si  10.1366  7.2629  11.5295
Si  12.6922  2.2625  13.0736
Si  3.0235  4.1912  14.4992
Si  7.3615  9.612  13.1118
Si  5.6679  2.6815  13.9188
Si  1.9868  5.7125  11.1866
Si  7.9984  6.7228  12.2984
Si  5.3065  1.7912  11.0173
Si  5.9575  5.8271  11.237
Si  10.2163  4.6358  15.1495
Si  2.3724  12.9768  24.1949
Si  6.3603  10.6864  17.7715
Si  11.6655  1.6119  17.6042
Si  5.4674  9.1306  15.3759
Si  0.3861  11.839  20.3009
Si  5.5159  4.9992  24.3705
Si  9.7424  2.0642  21.7182
Si  7.1584  6.1154  22.0932
Si  10.9425  4.4504  18.0955
Si  9.0298  8.4352  23.1171
Si  8.3985  8.5487  18.7023
Si  5.4076  10.61  20.7661
Si  0.0049  3.1297  23.93
Si  3.2977  12.6733  21.3632
Si  4.5044  2.8791  18.99
Si  6.4932  6.9818  17.3344
Si  8.2323  11.0962  22.061
Si  11.5072  5.6475  12.4993
Si  2.3561  5.0666  24.4384
Si  10.6604  1.4093  14.8973
Si  2.0904  3.8431  17.4416
Si  5.9838  7.8278  20.1375
Si  8.7575  4.4794  20.013
Si  7.037  15.833  18.4372
Si  6.3853  1.8906  16.8401
Si  10.2569  9.4698  20.608
O  7.1908  2.2271  -1.2733
O  2.7191  1.9374  0.2506
O  0.1545  2.1035  0.143
O  5.2851  1.7472  0.4409
O  6.9063  4.689  -0.0087
O  4.6202  5.7957  0.1514
O  9.6765  7.4715  -0.1591
O  9.3538  0.2463  11.4142
O  10.6381  10.1149  12.9721
O  9.4594  0.6072  14.1356
O  8.91  3.617  12.4384
O  2.3133  1.4858  12.3603
O  3.6042  5.5811  13.8939
O  7.7323  8.0001  13.3467
O  5.7368  1.6615  12.6476
O  5.9261  6.3341  25.2426
O  0.7687  13.2813  24.017
O  5.9566  3.7026  25.2562
O  9.2846  3.4798  -0.3355
O  5.9181  6.5237  21.0975
O  8.3838  5.475  21.2449
O  6.511  5.0112  23.0896
O  5.6226  11.0081  19.1953
O  1.8112  7.1886  -0.3264
O  3.2225  13.3717  22.8475
O  7.7738  7.4165  22.8605
O  5.1246  1.0633  -2.2389
O  10.8825  12.8125  20.9555
O  5.9242  5.8691  -2.2056
O  3.9232  4.9596  23.9129
O  5.9543  7.6364  15.937
O  8.7287  12.603  22.4715
O  1.6719  3.6542  13.7309
O  7.7331  9.8359  17.9773
O  7.4394  2.9776  17.4507
O  6.6216  9.9585  14.556
O  8.9175  2.9725  20.6529
O  6.2924  1.9899  15.2333
O  11.2132  5.5293  14.191
O  4.168  9.0228  14.3629
O  6.4853  4.0388  13.5161
O  10.162  5.0682  19.3821
O  0.9384  4.7913  18.1133
O  10.4305  3.0246  14.9743
O  7.5634  8.2873  20.0953
O  6.6664  11.1222  21.6572
O  5.5553  7.5525  18.5824
O  8.6486  4.9161  14.8031
O  4.9439  2.0323  17.6438
O  0.3869  12.059  18.6915
O  1.4707  2.3418  17.1307
O  11.4696  2.5994  12.0257
O  -1.1111  3.0927  22.7512
O  10.3723  5.0622  16.7054
O  5.2599  10.0084  16.7558
O  12.1047  1.2081  14.1631
O  10.1242  8.4317  21.8761
O  10.8571  0.8477  16.4145
O  6.9799  12.0306  17.1403
O  6.4412  5.358  17.3771
O  4.135  3.0335  14.2928
O  5.1182  9.004  20.8367
O  9.9564  8.7341  19.157
O  2.5987  -2.0303  -1.3098
O  4.1106  11.2822  21.4343
O  10.7317  2.8229  18.1977
O  5.78  15.39  19.4273
O  2.4254  4.6576  26.0209
O  0.0957  10.2481  20.5921
O  9.7475  7.9725  24.499
O  1.808  12.2977  20.8865
O  1.2509  4.1714  23.6224
O  8.4688  9.9855  23.2479
O  4.0565  2.0253  20.2905
O  9.0988  10.6217  20.7571
O  2.9209  13.7376  25.5414
O  4.9195  3.6042  -1.4284
O  8.0862  7.3215  17.6668
O  2.6767  4.4661  16.0649
O  3.2449  3.8026  18.5712
O  1.6447  4.3688  -0.3429

Results
free energy: -120453.724 eV
free energy less fixed offsets of O -569.03, Si -635.61 eV per atom: 4.076 eV
pressure: 0.15 GPa
stress xx, yy, zz, yz, xz, xy (GPa, positive in tension): 0.04, -0.81, 0.32, 0.04, -0.17, 0.67

Forces (eV/angstrom), in the order of the atoms: element, x, y, z
Si  0.0515  -0.0616  -0.0971
Si  -0.1654  0.0503  0.2299
Si  -0.1552  -0.088  -0.7114
Si  -0.1176  -0.1447  -0.3394
Si  -0.0699  0.0847  0.1899
Si  0.3411  -0.0908  -0.0153
Si  -0.0507  0.007  -0.4563
Si  0.0545  -0.0825  -0.239
Si  0.1375  -0.1874  -0.0361
Si  -0.1007  -0.0594  -0.1231
Si  0.3705  -0.0026  0.0089
Si  -0.8317  -0.0622  -0.3488
Si  0.0407  0.0742  -0.0495
Si  0.1597  0.0633  -0.5001
Si  0.3273  0.0194  -0.0985
Si  -0.0158  -0.0541  -0.0838
Si  -0.0658  -0.1797  -0.0715
Si  0.195  0.1526  -0.133
Si  -0.0474  0.0551  -0.0545
Si  0.004  0.0111  -0.01
Si  0.0178  -0.0333  0.0794
Si  0.0854  0.0726  0.0294
Si  -0.0768  -0.1828  0.1165
Si  0.0525  -0.045  0.1895
Si  0.1332  0.1847  0.0237
Si  0.064  0.1561  0.0609
Si  -0.0953  -0.0937  0.1534
Si  -0.0835  -0.0337  0.045
Si  0.0261  -0.1683  0.2031
Si  0.2108  0.1322  -0.0202
Si  -0.1147  -0.0082  -0.0632
Si  -0.081  -0.0384  -0.0298
Si  -0.1477  0.047  -0.0178
Si  0.0058  0.0108  -0.0974
Si  0.089  -0.0534  -0.0549
Si  0.1203  0.0515  -0.1026
Si  0.0527  0.1247  -0.1045
Si  -0.0692  0.0737  -0.1362
Si  0.0501  -0.0063  -0.0133
Si  0.1756  0.0584  0.0098
Si  0.0711  0.086  0.0153
Si  -0.1142  -0.0855  0.016
Si  0.0509  -0.0595  -0.1254
Si  -0.0119  -0.0116  0.0474
Si  -0.0059  -0.0584  0.0036
Si  -0.1532  -0.1514  -0.0518
Si  0.0723  0.0469  -0.1512
Si  0.1612  -0.095  -0.0682
Si  -0.1143  0.0301  0.006
Si  -0.0686  0.0311  -0.0201
Si  -0.005  -0.0717  0.127
Si  0.0586  0.0229  -0.0203
Si  0.0749  0.0265  -0.0203
Si  -0.0083  -0.0353  -0.0295
Si  -0.0036  -0.0127  0.0286
Si  0.1894  0.1045  0.0247
Si  0.1629  -0.0581  -0.0446
Si  0.2059  0.0146  -0.1651
Si  0.0526  0.0447  -0.1452
Si  0.0954  0.1572  0.0409
Si  -0.3521  -0.0272  -0.151
Si  -0.0892  0.0424  0.0398
Si  -0.1272  -0.1244  0.165
Si  0.0871  0.4134  0.4022
Si  0.0127  -0.0196  0.2373
Si  0.0024  -0.0979  -0.145
Si  -0.021  -0.0269  0.0659
Si  -0.0406  -0.1182  0.1937
Si  0.2199  -0.0484  0.0889
Si  0.0384  0.0177  -0.057
Si  0.0279  0.091  0.0262
Si  -0.4867  -0.1088  -0.0854
Si  -0.2055  -0.3174  0.3714
Si  0.2429  0.1657  0.2483
Si  -0.074  -0.2991  -0.4282
Si  0.0624  -0.0408  -0.2303
Si  -0.2712  0.244  -0.0161
Si  0.0309  -0.5744  0.3682
Si  0.1636  0.417  0.3763
Si  -0.3356  -0.2964  -0.206
Si  0.6836  0.0071  0.2931
Si  0.3128  0.1179  0.0255
Si  -0.1248  -0.1321  0.1216
Si  -0.0977  0.1072  0.1753
Si  0.1497  -0.013  0.4203
Si  0.0234  -0.1317  0.0524
Si  0.0573  -0.1418  -0.3051
Si  -0.4083  -0.0027  0.3132
Si  0.3187  -0.0118  0.2317
Si  -0.2087  0.507  -0.5898
Si  -0.1764  0.0515  0.1376
Si  -0.082  0.2846  -0.1059
Si  0.1101  0.093  0.2411
Si  0.0421  -0.0068  0.189
Si  0.0776  -0.0269  0.4922
Si  0.0178  -0.0231  -0.1149
Si  -0.0454  0.0903  0.0267
Si  0.0769  -0.0559  0.0362
Si  0.115  0.01  -0.0537
Si  0.2009  -0.0663  0.1473
Si  -0.1134  0.1241  -0.2613
Si  -0.0494  0.1213  0.0228
Si  0.0726  0.0134  -0.0143
Si  0.1928  -0.0932  -0.1695
Si  0.0569  0.045  -0.0181
Si  -0.069  -0.0249  0.0766
Si  0.0361  -0.0533  0.0959
Si  -0.0531  -0.0476  -0.0157
Si  -0.2676  0.2607  0.5706
Si  0.0689  -0.0351  -0.1725
Si  0.0862  0.0175  0.3427
Si  -0.0432  -0.1666  0.3226
Si  0.0014  0.0519  0.1291
Si  0.0775  -0.0531  0.3286
Si  -0.2893  -0.2052  -0.0547
Si  -0.053  -0.0396  0.4711
Si  -0.0131  0.0082  0.0929
O  0.0071  -0.0188  -0.0804
O  0.1011  -0.0386  0.2461
O  -0.2173  -0.0385  0.2441
O  -0.0635  -0.0977  0.3007
O  -0.1244  -0.0417  -0.0396
O  -0.1924  0.094  0.184
O  -0.0838  0.1319  0.5832
O  0.1245  -0.1853  -0.1413
O  -0.071  0.193  -0.3485
O  -0.0964  -0.049  -0.2729
O  -0.0033  -0.0816  0.0695
O  0.0956  0.0209  -0.0742
O  0.1209  0.3455  -0.2149
O  -0.1836  0.0253  -0.1581
O  -0.1001  0.0036  -0.2248
O  0.0681  -0.047  -0.1166
O  -0.0072  -0.097  0.0572
O  0.0857  -0.0703  0.2054
O  -0.3699  0.1463  0.0596
O  0.0161  0.0012  -0.0517
O  -0.0781  -0.0152  -0.0298
O  -0.0343  -0.0437  0.0177
O  0.0456  -0.0822  -0.1114
O  0.2751  0.1822  0.4278
O  -0.0838  -0.0277  0.0894
O  0.0501  0.0301  0.1251
O  0.0034  0.121  0.2459
O  -0.067  0.0309  0.0783
O  -0.0197  -0.1626  0.1888
O  0.0944  0.0153  -0.0012
O  -0.0942  0.0829  -0.1955
O  0.083  0.1101  -0.0066
O  -0.0159  0.0088  -0.0509
O  -0.0418  0.0112  -0.071
O  -0.0966  0.113  -0.0353
O  0.1473  -0.0429  -0.3135
O  -0.0666  0.0813  -0.1212
O  0.0581  0.0603  -0.1951
O  0.2244  0.0572  -0.2843
O  -0.0676  -0.1982  -0.5228
O  0.0282  0.0328  0.0761
O  -0.0415  -0.0442  -0.1171
O  0.0105  -0.0447  -0.0879
O  0.0506  0.0116  -0.1099
O  0.0053  -0.051  -0.0614
O  0.0194  -0.0019  0.012
O  0.0055  -0.0966  -0.0766
O  -0.0518  -0.1884  0.1234
O  0.1089  0.0293  -0.1292
O  -0.0278  0.0057  -0.0205
O  -0.0411  0.0983  -0.0738
O  -0.1401  -0.1791  -0.1251
O  -0.0055  -0.0361  0.0582
O  -0.0085  0.0149  -0.1259
O  -0.1008  -0.0461  -0.2089
O  0.0307  0.0692  -0.1613
O  -0.015  0.031  0.0199
O  -0.0177  0.0855  -0.1904
O  -0.0228  0.0142  -0.0849
O  -0.0033  0.1492  -0.0791
O  -0.0355  0.0268  -0.0176
O  0.0484  -0.03  -0.049
O  -0.0547  -0.003  0.0429
O  -0.1772  -0.101  0.2459
O  -0.0417  -0.0313  0.0431
O  0.0393  0.009  -0.1357
O  0.2186  0.0734  -0.1597
O  0.0116  -0.0413  0.1119
O  -0.0253  0.0135  0.0122
O  0.0695  -0.0526  0.2466
O  -0.0264  -0.0094  0.0446
O  -0.0447  0.0466  0.0822
O  0.0336  -0.0774  -0.0043
O  -0.0067  -0.0156  0.0232
O  -0.0078  0.0013  -0.0112
O  0.0024  0.1424  0.3303
O  -0.0368  0.1508  0.1048
O  -0.0456  -0.0384  -0.0572
O  0.0513  -0.0174  -0.2948
O  -0.0162  0.0537  -0.0898
O  0.083  -0.0319  -0.1125

The program warned: the cutoff lies below the one the program advises for these potential files.
